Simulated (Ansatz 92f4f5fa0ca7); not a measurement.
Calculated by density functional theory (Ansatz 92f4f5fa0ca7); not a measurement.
Periodic cell of 256 atoms, Si144O112, from a study of silicon, its oxide and their interface. The atomic structure is a simulated model.
This geometry differs little from another in the collection (a relaxation step or a small displacement).

Settings: functional r2SCAN; potential files Ansatz PAW; basis plane waves; wave-function cutoff 800 eV; density cutoff ratio 5; exchange-correlation grid ratio 1; k mesh 1 x 1 x 1, shifted by 0.5 0.5 0 of a step; self-consistency stop 1e-10 eV per atom in the density residual; occupations fixed; spin none; net charge 0.

Cell vectors (angstrom)
a  10.887  0  0
b  0  10.887  0
c  0  0  35.7378

Atoms: element, x, y, z (angstrom)
Si  -5.3363  -0.0277  -0.3631
Si  5.5652  2.8748  2.8818
Si  -3.5509  11.1103  -5.6458
Si  5.1525  5.9684  0.0762
Si  -0.3684  -7.5125  -3.2724
Si  2.7237  3.2987  -0.8763
Si  9.2554  3.9741  1.5049
Si  11.7065  7.46  -1.1543
Si  4.234  3.2917  -3.4947
Si  -0.7436  -0.8476  1.5405
Si  2.9448  5.3779  2.9948
Si  4.0121  9.5797  1.038
Si  5.7193  5.951  -7.1883
Si  11.5869  1.0459  1.4063
Si  -0.6695  6.5258  -2.7312
Si  13.5308  10.9533  2.475
Si  -0.0804  2.7602  2.8035
Si  5.3883  -2.4951  2.6878
Si  0.1554  8.2279  2.7714
Si  4.2811  4.1948  1.4453
Si  8.2455  0.1106  2.6254
Si  7.054  1.8151  1.4609
Si  8.0947  5.5407  2.8037
Si  6.7618  6.9616  1.4781
Si  1.3938  4.0472  4.1268
Si  4.0596  1.3886  3.9411
Si  1.48  9.5932  4.1002
Si  4.2143  6.9103  4.1845
Si  6.8373  4.2078  4.2752
Si  9.4831  1.4041  4.1804
Si  6.8441  9.6556  4.0056
Si  9.5727  6.8858  4.0493
Si  0.0179  0.0078  5.4532
Si  2.7361  2.672  5.4318
Si  0.0191  5.4685  5.4056
Si  2.7645  8.2074  5.498
Si  5.4352  0.0649  5.3642
Si  8.1535  2.756  5.557
Si  5.4834  5.5368  5.5976
Si  8.1625  8.2254  5.3809
Si  1.3828  1.3465  6.8124
Si  4.06  4.0693  6.8098
Si  1.3642  6.796  6.8047
Si  4.1569  9.5572  6.7905
Si  6.725  1.3813  6.8276
Si  9.566  4.1282  6.8115
Si  6.8988  6.8698  6.8587
Si  9.498  9.5332  6.7946
Si  0.0113  2.7349  8.1327
Si  2.76  -0.0138  8.1396
Si  -0.0807  8.0947  8.1376
Si  2.7054  5.4009  8.1854
Si  5.374  2.7084  8.2194
Si  8.0945  -0.0035  8.1603
Si  5.4787  8.1768  8.1714
Si  8.201  5.4403  8.2012
Si  1.3331  4.0331  9.5581
Si  4.024  1.3333  9.6101
Si  1.3465  9.4649  9.3488
Si  4.1499  6.7383  9.4888
Si  6.7865  4.0705  9.5044
Si  9.4676  1.4139  9.4381
Si  6.768  9.5065  9.5827
Si  9.5127  6.7377  9.6303
Si  -0.0366  -0.0384  10.6043
Si  2.5913  2.6386  10.9757
Si  -0.0162  5.3171  10.9842
Si  2.6647  8.0719  10.6788
Si  5.37  -0.0635  10.9651
Si  8.1155  2.7314  10.8869
Si  5.4752  5.3662  10.94
Si  8.0654  8.0754  10.9426
Si  1.1372  1.1767  12.2071
Si  4.0122  4.0103  12.2511
Si  3.1143  5.7786  13.5663
Si  3.8516  9.4183  12.1566
Si  8.5477  0.1161  13.4241
Si  8.5583  5.7448  13.8329
Si  4.6813  7.637  13.4064
Si  9.5858  9.4951  11.9837
Si  2.5364  4.9199  15.8223
Si  4.76  1.0992  16.0884
Si  0.3881  8.4828  13.2708
Si  1.4406  6.7287  12.1694
Si  -0.0688  -4.5243  21.0942
Si  2.0328  -0.6313  13.4412
Si  7.4692  10.9812  17.4537
Si  9.4729  4.0033  12.406
Si  -0.7016  1.9658  13.4965
Si  1.3235  9.0267  17.8915
Si  2.0981  10.961  15.6908
Si  6.7516  6.7483  12.4522
Si  5.8459  -0.8662  19.5596
Si  7.1203  1.6296  19.7684
Si  4.0489  -2.8709  18.5262
Si  6.578  4.7799  15.6053
Si  -15.2584  4.8618  31.139
Si  26.1639  -6.9167  17.2464
Si  -0.7998  21.7008  29.3443
Si  3.6784  11.8247  26.244
Si  -18.6587  31.237  30.5441
Si  22.0821  13.4956  19.1006
Si  16.5356  -17.1009  23.3351
Si  -6.6388  18.2803  23.6827
Si  -7.8845  2.8893  23.8913
Si  -0.6238  16.7378  26.4886
Si  21.3289  -13.0615  25.3173
Si  12.007  -0.0029  20.5156
Si  -2.5069  14.1909  23.3839
Si  -13.1341  15.1269  30.3745
Si  -0.3813  20.3394  35.0243
Si  -5.4501  -1.0042  22.3333
Si  3.037  0.9526  21.4999
Si  -7.0427  30.0439  28.5673
Si  -5.169  29.5004  15.9738
Si  0.5866  5.4965  35.8257
Si  14.0192  3.6176  20.0208
Si  -9.8916  13.0397  16.0031
Si  -19.1267  19.896  25.8404
Si  -14.0997  -13.0242  34.9676
Si  7.0226  17.4355  33.4558
Si  -16.7527  11.2152  32.1979
Si  12.5341  6.718  37.4462
Si  20.517  -5.7074  19.4029
Si  -13.3992  10.3282  26.7232
Si  29.0453  26.1553  20.8419
Si  -16.3691  2.6044  13.5239
Si  -2.4729  -1.495  15.3156
Si  -14.9335  -9.6203  12.2452
Si  -10.4336  -13.581  30.681
Si  -7.7886  -25.1094  35.7371
Si  9.8886  -3.3726  14.8903
Si  10.138  9.0579  22.3065
Si  12.7543  3.7449  30.4467
Si  2.0288  1.1163  28.9555
Si  11.3521  -16.3025  29.3961
Si  -4.1476  -2.203  28.5108
Si  -13.8247  22.2355  22.501
Si  7.7384  4.1112  27.388
Si  10.8358  -4.2875  16.9097
Si  6.8014  -9.6813  27.133
Si  0.5609  1.404  34.7044
Si  -7.9115  6.4198  20.9632
Si  11.1508  -6.266  23.8353
O  4.3093  -19.4026  -18.7685
O  7.5487  -12.7829  -8.581
O  -2.8411  5.381  -15.9099
O  -3.0124  -3.1863  0.4608
O  -9.8292  -1.6726  -10.0963
O  -4.8025  -7.1796  -21.22
O  6.2234  0.5465  -19.241
O  22.9304  9.9753  -19.1402
O  6.0201  -9.4723  0.2383
O  -17.4872  -15.0835  -7.4067
O  24.1172  13.5301  -6.3799
O  15.1496  9.8889  -4.1128
O  -19.949  19.6974  -4.4181
O  22.2592  -19.5098  -18.1992
O  17.8296  -0.8468  -0.1917
O  -4.7618  -16.1227  34.4867
O  -4.9004  4.339  17.0442
O  5.2037  7.5481  17.4915
O  3.9172  7.0019  19.7753
O  8.4053  14.6922  21.8463
O  11.1894  -21.9189  34.245
O  -14.9951  33.6935  28.782
O  -13.6271  -5.903  15.2892
O  4.4225  20.3803  19.0528
O  -4.728  9.3172  20.9806
O  -10.6841  1.2492  19.9815
O  -2.2398  17.235  33.4925
O  -13.5074  3.6945  28.878
O  -0.3495  2.1585  15.0913
O  17.7144  -3.7788  28.8385
O  11.0403  7.9224  17.8502
O  11.1345  16.3846  25.1808
O  -13.8676  1.367  18.3658
O  16.4458  5.0353  29.8512
O  4.0442  -6.7347  18.8073
O  0.119  16.3925  22.4823
O  -15.2698  -4.6279  31.9647
O  -32.949  9.3804  29.886
O  -14.7373  19.5171  15.7998
O  32.0637  18.4053  31.7094
O  -30.8014  3.4536  15.5266
O  -2.1861  -11.3524  16.5764
O  -15.0837  3.1542  19.9686
O  -18.4355  39.7408  22.385
O  -5.685  -1.767  28.2458
O  -1.4353  -0.2468  27.8856
O  11.3162  22.7173  29.1205
O  1.4376  6.773  20.6006
O  19.7552  37.661  26.6134
O  -39.3984  1.6875  31.9948
O  17.3429  21.8327  22.9936
O  -7.2557  2.1928  20.5965
O  -1.8131  -1.7338  34.2829
O  -8.2087  8.1639  17.726
O  -11.899  5.2703  30.081
O  2.6468  11.812  27.4856
O  -1.068  25.4715  23.9953
O  -5.1057  -7.1701  32.0227
O  1.3359  -33.672  19.2569
O  -29.3985  13.0945  25.3322
O  3.8326  3.6965  33.7648
O  7.0091  -1.111  18.4619
O  -12.9317  -0.8806  22.5041
O  -16.5233  33.742  26.6399
O  -1.9638  -10.3483  30.3128
O  -2.531  12.5689  23.4857
O  -26.7274  -4.6475  15.3812
O  36.2792  -0.0186  16.3222
O  -0.2088  -5.9215  32.8087
O  -6.5043  14.5488  23.4764
O  -20.1734  14.3597  19.5426
O  -4.5341  -5.8955  27.4031
O  -6.2543  19.2057  14.9391
O  3.2834  18.7079  24.9167
O  -22.1697  -19.3777  33.7775
O  -10.6123  -27.2161  27.7799
O  -0.9671  14.4485  19.3836
O  10.0408  -17.0601  36
O  -0.9076  29.5293  21.3405
O  16.0735  6.0935  24.0003
O  3.228  4.1241  31.2669
O  -1.6932  -7.6845  31.5205
O  -9.9311  -25.6692  29.7116
O  12.2542  -5.0702  16.5843
O  2.6371  -9.2128  22.8916
O  23.852  1.8969  34.3628
O  -8.1808  -10.8847  29.8922
O  4.6854  12.3903  14.516
O  -3.6016  20.4011  29.7746
O  31.0907  -0.9998  25.4717
O  17.8964  14.8904  23.9984
O  -20.0832  14.7344  23.8568
O  11.7975  13.8829  31.5438
O  -8.1087  30.386  27.406
O  7.9925  11.9348  20.9918
O  5.1839  -23.9913  23.3474
O  3.4405  -11.3827  25.5009
O  -0.9977  27.4467  17.8641
O  -6.7978  21.5432  21.8771
O  10.0246  -3.429  26.2855
O  17.3263  0.5177  31.4056
O  -3.4916  13.5615  26.7086
O  -4.157  8.0984  33.8271
O  29.9538  13.7695  36.6218
O  16.6431  -10.1419  19.7082
O  10.4823  19.2703  23.7346
O  -4.8192  15.8596  21.7674
O  -10.4877  -0.8495  21.7032
O  5.2154  -21.6514  33.7961
O  3.1626  4.8164  21.1075
O  -9.293  15.3313  35.0441
O  3.4063  -7.8031  36.3105

Results
free energy: -155980.292 eV
free energy less fixed offsets of O -570.45, Si -639.56 eV per atom: 6.748 eV

Forces (eV/angstrom), in the order of the atoms: element, x, y, z
Si  0.0141  -0.0029  -0.0011
Si  -0.0013  0.0003  -0.0009
Si  0.0032  -0.005  -0.0127
Si  -0.0084  -0.0075  -0.0021
Si  -0.0031  0.0019  -0.0045
Si  -0.0096  0.0055  -0.0021
Si  0.0056  -0.0052  0.0021
Si  -0.0055  0.0069  0.0076
Si  -0.0029  -0.0007  -0.0006
Si  -0.0015  -0.0056  0.0148
Si  -0.0061  0.0134  -0.0062
Si  0.004  -0.0095  0.0077
Si  0.0025  0.0006  -0.0066
Si  -0.0138  -0.0068  0.0074
Si  0.0129  -0.0183  0.0272
Si  0.0009  0.0008  0.0019
Si  0.0018  0.0082  0.0057
Si  0.0025  0.0062  0.0006
Si  -0.0054  0.0036  -0.004
Si  -0.0037  -0.0057  0.0002
Si  -0.0006  0.0039  -0.0014
Si  0.0005  -0.0063  0.0067
Si  -0.0019  -0.0012  -0.0022
Si  0.0066  0.0123  0.0072
Si  -0.0013  -0.0065  0.0062
Si  -0.0027  0.0001  0.0008
Si  -0.0011  -0.0025  -0.0003
Si  0.001  0.0014  0.0048
Si  0.0006  0.0021  0.0041
Si  0.0029  -0.0015  -0.0034
Si  0.0001  -0.0066  -0.0005
Si  0.0003  0.0047  -0.0011
Si  -0.0044  0.0006  0.0019
Si  0.0018  0.0023  0.0006
Si  0.0019  0.0026  -0.0043
Si  0.0038  -0.0001  -0.0037
Si  -0.0016  0.0014  0.0027
Si  -0.0014  0.0017  0.0002
Si  -0.0006  0.0031  -0.0049
Si  -0.0033  0.0013  -0.0012
Si  -0.0007  0.0009  -0.0012
Si  -0.0039  0.0021  -0.0005
Si  -0.0026  -0.0003  -0.0033
Si  -0.0008  0.0007  -0.0022
Si  -0.0033  -0.0011  -0.0014
Si  0.0013  -0.003  -0.0007
Si  -0.0012  0.0022  -0.0015
Si  -0.0007  -0.0005  -0.0033
Si  0.0001  0.0007  0.001
Si  -0.0006  -0.0011  0.0017
Si  -0.0011  0.0042  0.0014
Si  -0.0011  0  -0.0009
Si  -0.0001  -0.0009  0.0017
Si  -0.0003  0.0019  0.0009
Si  0.0003  0.0012  -0.0003
Si  -0.0005  0.0032  0.0026
Si  -0.0003  -0.0001  0.0012
Si  -0.0029  0.0016  -0.0008
Si  -0.002  0.0006  0.0005
Si  -0.0003  0.0017  0.0004
Si  -0.0002  0.0015  -0.0019
Si  -0.0027  0.0009  -0.0026
Si  0.0002  -0.0005  -0.0007
Si  -0.0027  0.0001  0.0006
Si  0.0014  -0.0015  0.003
Si  0.0027  -0.0017  -0.0025
Si  -0.0042  0.0005  -0.0004
Si  -0.0022  -0.0009  0.0009
Si  -0.0006  0.0014  0.0003
Si  0.0001  0.0007  0.0006
Si  -0.0004  -0.0009  0.0031
Si  -0.0002  0.0039  -0.0037
Si  -0.0021  0.0048  0.0051
Si  -0.0027  0.0001  -0.0029
Si  0.0014  0.0028  0.0014
Si  -0.0017  0.0028  0.0015
Si  0.0047  0.0036  -0.015
Si  0.0067  0.0023  -0.0063
Si  0.0058  -0.0064  0.0002
Si  -0.0019  0.0005  -0.0009
Si  0.0126  -0.0005  0.0006
Si  0.0058  0.0076  0.0109
Si  -0.0026  0.0005  0.0061
Si  -0.0009  0.0011  -0.0028
Si  0.0025  -0.0043  0.0013
Si  0.0043  0.0017  -0.0135
Si  -0.0016  0.0029  0.0132
Si  -0.001  0.003  -0.0009
Si  0.0005  0.0012  -0.0025
Si  0.0067  0.0016  0.0144
Si  -0.0186  -0.0088  0.0142
Si  -0.004  -0.0041  0.007
Si  -0.0021  0.0033  0.0103
Si  -0.0009  -0.0037  0.007
Si  -0.0028  -0.0011  0.0124
Si  -0.0085  0.0018  0.0062
Si  0.0029  0.0008  -0.0105
Si  -0.0012  0.0021  0.0097
Si  0.0017  -0.0001  -0.0218
Si  0.0029  0.0011  -0.0045
Si  -0.0046  0.0073  -0.0058
Si  0.0033  0.0008  0.0095
Si  -0.0014  0.0022  -0.0002
Si  0.0028  0.0027  -0.0034
Si  0.0014  -0.0025  -0.0027
Si  0.0019  -0.0053  -0.0009
Si  0.0039  -0.0071  -0.005
Si  -0.0005  -0.0013  0.0052
Si  0.0036  -0.0042  -0.0028
Si  0.0118  -0.0042  -0.0102
Si  0.0026  0.0169  -0.02
Si  -0.0005  -0.0014  0.002
Si  0.0049  0.0019  0.0027
Si  0.0052  -0.0045  -0.0044
Si  -0.0021  -0.0002  0.0009
Si  -0.0018  -0.0039  -0.0486
Si  -0.0045  -0.0011  0.0023
Si  0.0074  0.0018  0.0063
Si  0.0033  0.001  -0.002
Si  -0.01  0.0085  -0.0006
Si  0.0055  0.0009  -0.0043
Si  -0.0008  0.0043  -0.0069
Si  0.0087  0.0155  -0.0211
Si  -0.0023  0.0004  0.0045
Si  0.0047  -0.0079  0.0088
Si  0.0044  -0.0004  0.0023
Si  -0.0005  -0.0003  0.0029
Si  -0.0046  -0.0102  0.0156
Si  0.0016  -0.0008  -0.0012
Si  0.0064  0.0002  -0.0236
Si  -0.0019  0.0023  0.0026
Si  0.0011  0.0001  -0.0114
Si  0.0006  0.0015  0.0033
Si  -0.0053  0.0005  -0.0075
Si  0.0048  0.0012  -0.0033
Si  0.0055  0.0047  -0.0059
Si  0.0076  -0.0037  -0.0019
Si  -0.0009  -0.0021  -0.0007
Si  0.0021  0.0039  -0.0033
Si  0.0032  -0.0036  0.0109
Si  -0.0028  0.008  -0.0035
Si  -0.0093  -0.0006  -0.0163
Si  -0.0019  -0.0008  0.0013
Si  0.0017  -0.0019  -0.0007
O  -0.0022  -0.0048  -0.0061
O  0.0027  0.0061  0.0029
O  0.0003  0.0014  -0.0011
O  -0.0034  0.0049  -0.0069
O  0.0093  -0.0013  0.0025
O  -0.0002  0.006  -0.0094
O  -0.0001  -0.0012  -0.0087
O  0.0047  0.0067  -0.0134
O  -0.0002  -0.0072  0.0005
O  0.0026  0.0008  0.0001
O  0.0037  0.0001  0.0012
O  0.0041  0.0021  0.0046
O  0.007  0.001  0.0007
O  0.0024  -0.0015  -0.0063
O  -0.004  -0.0096  0.0022
O  0.0002  0.0023  0.0026
O  0.0049  0.0038  -0.011
O  0.0027  0.0012  -0.01
O  0.0013  0.0009  -0.005
O  0.0041  0.0003  -0.0005
O  0.0049  0.0037  0.0037
O  0.0046  -0.0093  0.0056
O  -0.0043  0.0025  -0.0012
O  0.0015  -0.0004  -0.0025
O  0.0012  0.0008  -0.0057
O  0.0002  0.0006  -0.0039
O  -0.0046  -0.0015  -0.0008
O  -0.0007  0.0036  0.0042
O  -0.0016  -0.002  -0.0052
O  0.0009  -0.0024  0.005
O  -0.0022  0.0002  -0.0108
O  0.0036  -0.0027  -0.0001
O  0.0017  -0.001  -0.0075
O  0.0006  -0.0017  0.0063
O  0.0011  0.003  -0.0081
O  -0.0009  -0.0002  -0.0008
O  -0.0008  0.0019  0.0084
O  0.0006  -0.0004  0.0087
O  -0.001  0.0012  -0.0046
O  -0.0092  -0.01  0.0282
O  -0.0094  -0.0052  -0.0068
O  0.0016  0  -0.0064
O  -0.0005  0.002  -0.0025
O  0.0003  0.0016  -0.0014
O  -0.0033  -0.0034  0.0055
O  0.0018  0.003  0.0067
O  -0.0025  -0.0082  0.0053
O  0.0015  -0.0009  -0.0007
O  0.0018  -0.0033  0.0021
O  -0.002  -0.0066  0.003
O  0.0014  0.0011  -0.0016
O  0  0.0007  -0.0044
O  -0.0105  0.0058  0.0087
O  -0.0007  0.0016  -0.0057
O  -0.0014  -0.0021  0.0066
O  -0.0011  -0.0017  0.0054
O  0.0009  0.0005  0.0001
O  0.0003  -0.0009  0.0049
O  -0.0001  -0.0024  -0.0076
O  0.0016  -0.0004  0.0028
O  -0.0027  -0.0021  0.0066
O  0.0016  -0.0018  -0.0066
O  0.0006  -0.0016  -0.0015
O  0.0025  -0.002  0.0011
O  -0.0066  0.0022  0.0031
O  -0.0008  -0.0023  -0.0004
O  0.0082  -0.0003  -0.0082
O  -0.0028  0.0007  -0.0087
O  0.0016  0.0078  0.0001
O  0.0034  0  -0.0008
O  -0.0009  -0.0003  -0.0016
O  -0.0003  0.0002  0.0014
O  -0.0011  -0.0015  -0.0032
O  0.0019  0.0001  0.0005
O  0.003  0.0002  0.0043
O  0.007  -0.0031  0.0068
O  0.0011  -0.0006  -0.0039
O  0.0068  0.0034  0.0105
O  -0.0005  -0.0014  -0.0013
O  0.0022  -0.0009  0.0011
O  0.0087  -0.0025  0.0022
O  0.0018  -0.0012  0.0081
O  -0.0029  0.0022  0.0135
O  -0.0085  0.0047  -0.0029
O  0.0004  -0.0021  0.0023
O  0.0006  -0.0001  0.0126
O  0.0099  -0.004  0.0028
O  -0.0006  0.008  -0.0078
O  -0.0017  0.009  0.006
O  0.0001  0.0031  0.0057
O  0.0001  0  0.0004
O  0.0014  -0.0012  -0.0045
O  0.0009  -0.0011  0.0043
O  0.0037  0.0011  0.0038
O  0.0016  -0.0008  -0.0039
O  0.0002  -0.0033  0.0013
O  0.0008  -0.0003  0.0015
O  0.0033  0.0041  -0.0089
O  0.001  -0.0029  -0.0042
O  0.0007  -0.0009  0.0031
O  0.0012  0  0.0038
O  -0.0011  -0.0093  0.0016
O  -0.0038  0.0043  0.0011
O  -0.0024  0.0022  0.0051
O  0.0019  -0.0013  -0.0028
O  0.0034  -0.0032  0.0005
O  -0.0003  0.0011  -0.0017
O  0.0021  -0.0014  -0.001
O  0.0045  -0.002  0.012
O  0.0054  0.0003  -0.0029
O  -0.0035  -0.0083  0.0012
O  0.0021  -0.0007  0.0046

The program warned: the cutoff lies below the one the program advises for these potential files; the forces do not sum to zero within the program's tolerance; empty levels may hold ghost states of the PAW files; the exchange-correlation potential is rough where the density is thin.
